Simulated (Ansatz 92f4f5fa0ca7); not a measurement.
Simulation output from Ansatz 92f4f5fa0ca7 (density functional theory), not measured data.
Periodic cell of 212 atoms, Si132O80, from a study of silicon, its oxide and their interface. The atomic structure is a simulated model.

Settings
functional: r2SCAN
potential files: Ansatz PAW
basis: plane waves
wave-function cutoff: 800 eV
density cutoff ratio: 5
exchange-correlation grid ratio: 1
k mesh: 1 x 1 x 1, Gamma-centred
self-consistency stop: 5e-08 eV per atom in the density residual
occupations: fixed
spin: none
net charge: 0

Cell vectors (angstrom)
a, 10.938, 0, 0
b, 0, 10.938, 0
c, 0, 0, 31.1215

Atoms: element, x, y, z (angstrom)
Si, 10.3344, 0.4008, 23.7668
Si, 5.8726, 10.3722, 23.8353
Si, 2.1668, 3.1822, 23.7238
Si, 8.614, 2.2272, 23.5032
Si, 0.3798, 4.9797, 23.445
Si, 4.9695, 5.9063, 23.7795
Si, 3.2012, 7.6607, 23.7866
Si, 7.7446, 8.8441, 23.7754
Si, 1.2301, 1.3993, 24.9482
Si, 6.8264, 1.353, 24.8715
Si, 3.9708, 4.1486, 24.9884
Si, 9.5743, 4.0245, 24.7949
Si, 1.3217, 6.7334, 24.874
Si, 6.823, 6.895, 24.8734
Si, 4.0929, 9.4679, 25.0438
Si, 9.4567, 9.662, 25.1558
Si, 2.6963, 0.015, 26.2832
Si, 8.1151, 0.0901, 26.437
Si, -0.0549, 2.7589, 26.3563
Si, 5.4387, 2.7499, 26.2582
Si, 2.6695, 5.4915, 26.3896
Si, 8.212, 5.4576, 26.2127
Si, -0.0041, 8.1914, 26.2868
Si, 5.5009, 8.1726, 26.3975
Si, 4.1018, 1.3673, 27.7033
Si, 9.5708, 1.3673, 27.7033
Si, 1.3673, 4.1018, 27.7033
Si, 6.8362, 4.1018, 27.7033
Si, 4.1018, 6.8362, 27.7033
Si, 9.5708, 6.8362, 27.7033
Si, 1.3673, 9.5708, 27.7033
Si, 6.8362, 9.5708, 27.7033
Si, 0, 0, 29.0705
Si, 5.469, 0, 29.0705
Si, 2.7345, 2.7345, 29.0705
Si, 8.2035, 2.7345, 29.0705
Si, 0, 5.469, 29.0705
Si, 5.469, 5.469, 29.0705
Si, 2.7345, 8.2035, 29.0705
Si, 8.2035, 8.2035, 29.0705
Si, 1.3673, 1.3673, 30.4378
Si, 6.8362, 1.3673, 30.4378
Si, 4.1018, 4.1018, 30.4378
Si, 9.5708, 4.1018, 30.4378
Si, 1.3673, 6.8362, 30.4378
Si, 6.8362, 6.8362, 30.4378
Si, 4.1018, 9.5708, 30.4378
Si, 9.5708, 9.5708, 30.4378
Si, 2.7345, 0, 0.6835
Si, 8.2035, 0, 0.6835
Si, 0, 2.7345, 0.6835
Si, 5.469, 2.7345, 0.6835
Si, 2.7345, 5.469, 0.6835
Si, 8.2035, 5.469, 0.6835
Si, 0, 8.2035, 0.6835
Si, 5.469, 8.2035, 0.6835
Si, 4.1018, 1.3673, 2.0507
Si, 9.5708, 1.3673, 2.0507
Si, 1.3673, 4.1018, 2.0507
Si, 6.8362, 4.1018, 2.0507
Si, 4.1018, 6.8362, 2.0507
Si, 9.5708, 6.8362, 2.0507
Si, 1.3673, 9.5708, 2.0507
Si, 6.8362, 9.5708, 2.0507
Si, 0, 0, 3.418
Si, 5.469, 0, 3.418
Si, 2.7345, 2.7345, 3.418
Si, 8.2035, 2.7345, 3.418
Si, 0, 5.469, 3.418
Si, 5.469, 5.469, 3.418
Si, 2.7345, 8.2035, 3.418
Si, 8.2035, 8.2035, 3.418
Si, 1.4152, 1.3253, 4.7126
Si, 6.8579, 1.4074, 4.8761
Si, 4.1176, 4.1311, 4.7313
Si, 9.5759, 4.0926, 4.9131
Si, 1.3683, 6.8144, 4.8589
Si, 6.9026, 6.7826, 4.7357
Si, 4.1303, 9.5672, 4.8186
Si, 9.6005, 9.5446, 4.7097
Si, 2.7631, 0.0395, 6.1732
Si, 8.3383, -0.0377, 6.1222
Si, 0.1312, 2.6358, 6.1474
Si, 5.5044, 2.9429, 6.2094
Si, 2.7905, 5.4124, 6.19
Si, 8.1913, 5.5581, 6.3448
Si, -0.0359, 8.2322, 6.1854
Si, 5.5843, 8.1631, 6.0569
Si, 3.7098, 1.917, 7.3116
Si, 10.2289, 0.768, 7.3546
Si, 1.8249, 3.6338, 7.4765
Si, 6.3686, 4.7693, 7.7101
Si, 4.5645, 6.495, 7.3528
Si, 9.079, 7.4574, 7.547
Si, 1.1448, 9.8116, 7.4709
Si, 7.3012, 9.1755, 7.3246
O, 1.8316, 8.9738, 8.7696
O, 1.162, 4.1211, 8.9276
O, 9.6896, 1.4234, 8.7429
O, 6.6722, 9.7721, 8.7216
O, 4.5642, 1.4072, 8.6229
O, 3.972, 7.2952, 8.6632
O, 6.8084, 4.6175, 9.3397
O, 9.4548, 7.271, 9.1552
O, 2.6539, 2.3964, 22.3658
O, 5.3493, 10.4786, 22.277
O, 8.2047, 2.6393, 21.9203
O, -0.1249, 5.3776, 21.8784
O, 8.3338, 8.9926, 22.2166
O, 2.7477, 8.081, 22.2576
O, 5.3992, 5.3225, 22.2855
O, 10.6038, 10.4794, 22.3695
Si, 5.569, 0.2993, 20.8789
Si, 3.4785, 3.1408, 17.0284
Si, 4.8036, 1.5476, 10.1997
Si, 3.3874, 2.5075, 20.9409
Si, 3.9092, 9.5789, 18.8176
Si, 2.6977, 7.8018, 9.5219
Si, 9.7876, 9.328, 21.5507
Si, 5.051, 8.0637, 16.3113
Si, 9.9359, 0.2289, 19.1017
Si, 5.1439, 10.3251, 14.0611
Si, 0.27, 8.6942, 15.6534
Si, 6.7534, 10.2909, 10.244
Si, 0.3385, 0.9252, 12.5014
Si, 7.2271, 5.787, 16.3427
Si, 9.4596, 0.0268, 16.2441
Si, 10.11, 6.4585, 17.646
Si, 10.9419, 6.5581, 20.7287
Si, 2.807, 7.5599, 20.7338
Si, 2.6868, 2.8901, 11.9434
Si, 10.0424, 2.5725, 14.8175
Si, 7.3777, 3.9968, 13.7686
Si, 7.9171, 9.7082, 13.8791
Si, 4.0537, 8.0129, 12.305
Si, 9.666, 6.8801, 10.7177
Si, 7.0159, 7.6923, 12.083
Si, 10.4918, 9.1037, 12.7561
Si, 7.9565, 1.9928, 20.4297
Si, 6.096, 3.8686, 18.5778
Si, 4.757, 5.2608, 20.8036
Si, 7.0947, 3.6953, 10.6793
Si, 9.1388, 1.4709, 10.241
Si, 2.5978, 7.1257, 14.8225
Si, 1.1316, 5.0766, 10.249
Si, 2.0543, 0.9942, 18.5095
Si, 4.7021, 2.4442, 14.2032
Si, 1.1506, 4.7355, 16.0528
O, 10.4592, 1.4115, 13.7887
O, 8.0001, 0.3531, 10.4405
O, 8.8657, 3.4354, 14.111
O, 4.2561, 2.9104, 15.659
O, 10.1123, 6.4685, 19.301
O, 3.6317, 4.0925, 20.6995
O, 8.1945, 6.7488, 11.4435
O, 1.5658, 6.6177, 20.3295
O, 2.3375, 2.0253, 17.3061
O, 3.3246, 8.3379, 10.9061
O, 4.1387, 6.7033, 20.4841
O, 8.6675, 6.1174, 17.0045
O, 0.5329, 0.4899, 18.6576
O, 2.8457, 8.8377, 19.7744
O, 7.4466, 8.158, 13.6028
O, 3.3834, 2.0534, 10.7502
O, 10.5769, 7.9226, 21.5165
O, 10.5904, 8.3066, 14.1785
O, 1.9518, 4.2456, 11.4033
O, 5.8809, 2.6392, 10.6839
O, 8.3906, 10.0966, 15.3761
O, 4.4531, 0.8394, 14.1624
O, 9.111, 9.9645, 12.8187
O, 4.6384, 3.203, 18.1868
O, 6.2616, 2.8487, 14.0476
O, 5.375, 0.1045, 10.6658
O, 4.8113, 1.7367, 20.9424
O, 10.6187, 7.8315, 16.9067
O, 0.685, 10.2645, 12.574
O, 4.5743, 8.5537, 17.7737
O, 10.5609, 5.499, 10.7606
O, 7.2101, 5.2768, 14.781
O, 5.0707, 10.2901, 19.6826
O, 6.6433, 4.5466, 17.2207
O, 1.5764, 5.8718, 14.9672
O, 5.8821, 5.0184, 19.6886
O, 10.4773, 8.0579, 11.5182
O, 9.064, -0.1413, 17.7921
O, 6.6526, 10.6547, 13.5596
O, 1.8583, 8.4397, 15.454
O, 9.3991, 1.5816, 19.8202
O, 7.133, 0.6154, 20.6564
O, 0.1733, 5.2792, 17.2067
O, 2.5525, 4.4464, 16.8238
O, 3.7965, 3.213, 13.085
O, 9.4731, 1.6454, 16.0317
O, 6.9664, 9.0031, 11.1566
O, 10.9092, 10.2645, 15.9452
O, 2.4337, 1.7688, 19.8792
O, 7.1855, 4.3748, 12.1764
O, 5.4639, 7.1582, 12.1379
O, 3.0272, -0.2262, 18.1017
O, 4.356, 9.4461, 12.9759
O, 7.1572, 2.8604, 19.2986
O, 5.226, 9.4255, 15.4229
O, 0.3501, 3.5263, 15.2852
O, 1.6525, 1.8315, 12.5509
O, 9.7202, 9.8744, 20.0419
O, 1.7996, 6.4942, 9.8472
O, 2.9885, 7.2273, 13.2505
O, 10.4193, 1.2214, 11.1744
O, 6.3934, 7.1731, 16.4523
O, 3.9791, 7.0317, 15.6572
O, 8.5096, 2.9347, 10.4899

Results
free energy: -130057.672 eV
free energy less fixed offsets of O -570.45, Si -639.56 eV per atom: 0.248 eV

Forces (eV/angstrom), in the order of the atoms: element, x, y, z
Si, -0.0083, 0.0044, 0.0288
Si, 0.0212, 0.0031, 0.005
Si, 0.0018, 0.009, 0.0066
Si, -0.0129, -0.0222, -0.0183
Si, 0.0034, 0.0318, 0.003
Si, -0.0106, 0.0007, -0.005
Si, 0.0121, -0.0084, 0.0006
Si, 0.0083, 0.0088, 0.0212
Si, 0.0182, -0.027, -0.0001
Si, -0.0038, 0.0054, 0.0193
Si, 0.0099, -0.0222, 0.0074
Si, 0.0027, 0.0007, 0.0092
Si, -0.0133, 0.0042, 0.0152
Si, 0.001, -0.0148, 0.0055
Si, -0.0159, 0.0043, 0.0056
Si, 0.0112, -0.0021, 0.0166
Si, 0.0002, 0.0053, -0.0079
Si, -0.0087, 0.0055, -0.031
Si, -0.0046, 0.0137, -0.0101
Si, 0.0042, 0.0011, -0.0012
Si, 0.0127, 0.0239, -0.0136
Si, 0.0014, 0.0057, -0.005
Si, -0.0014, -0.0047, -0.0094
Si, 0.0081, 0, -0.0257
Si, -0.0328, -0.0205, -0.5352
Si, -0.1988, 0.4044, 0.5932
Si, -0.3508, -0.1025, 0.3751
Si, 0.0104, 0.0355, -0.7539
Si, -0.0827, -0.1217, 0.3586
Si, -0.0348, -0.2303, -0.6057
Si, -0.0238, -0.0927, -0.4018
Si, -0.2466, 0.097, 0.6563
Si, -0.0639, -0.0241, -0.0326
Si, -0.0526, -0.1856, 0.0475
Si, -0.0456, 0.0002, -0.0261
Si, 0.1375, -0.0563, 0.0628
Si, -0.0074, -0.1124, 0.0372
Si, -0.1102, -0.0191, -0.0117
Si, 0.1241, 0.0335, 0.0159
Si, -0.0105, 0.0736, -0.0313
Si, 0.0478, -0.0279, -0.0028
Si, -0.064, 0.0762, -0.0435
Si, 0.0571, -0.0414, 0.013
Si, -0.0926, 0.0862, -0.008
Si, -0.0402, 0.0391, -0.0453
Si, 0.0156, 0.0049, 0.0016
Si, -0.0356, 0.097, -0.0087
Si, 0.034, -0.028, 0.0061
Si, 0.0452, -0.0954, 0.0323
Si, -0.0318, 0.0105, -0.0018
Si, -0.0365, 0.0028, -0.0175
Si, 0.042, -0.0995, 0.0162
Si, -0.0052, 0.0332, 0.0058
Si, 0.0709, -0.0502, 0.0274
Si, 0.0763, -0.0526, 0.0192
Si, -0.0903, 0.0559, -0.0137
Si, 0.0126, 0.1302, -0.0408
Si, 0.0803, -0.0057, 0.0295
Si, -0.0059, -0.0563, 0.035
Si, -0.0828, 0.0382, -0.0249
Si, 0.1201, 0.0406, 0.004
Si, -0.0746, 0.0904, -0.0465
Si, -0.0595, 0.064, -0.0363
Si, 0.0499, -0.0072, 0.0351
Si, 0.1353, -0.0992, -0.6031
Si, 0.1529, 0.2883, 0.544
Si, 0.3647, -0.0667, -0.409
Si, 0.0829, 0.1893, 0.6516
Si, -0.1182, -0.102, 0.7122
Si, 0.1687, 0.1168, -0.5442
Si, -0.0647, -0.0239, 0.5334
Si, 0.2201, -0.2462, -0.5385
Si, 0.0042, -0.011, 0.0101
Si, -0.0058, -0.001, 0.0072
Si, -0.0164, -0.0189, 0.008
Si, -0.0015, 0.0046, 0.0052
Si, -0.0036, -0.0018, 0.0101
Si, 0.0122, -0.0191, 0.0097
Si, -0.0061, 0.0033, 0.0072
Si, 0.0084, -0.0117, 0.0163
Si, 0.002, -0.0096, 0.0085
Si, -0.0104, 0.022, -0.014
Si, -0.0125, 0.0037, 0.0038
Si, 0.0084, -0.0101, -0.0036
Si, -0.0059, 0.0127, -0.0078
Si, -0.0023, 0.0044, -0.0019
Si, 0.0049, -0.0022, -0.0123
Si, -0.0091, 0.0193, 0.0061
Si, 0.0081, -0.0075, -0.0045
Si, 0.0044, 0.0004, 0.0114
Si, 0.0035, 0.0252, -0.0039
Si, 0.0017, -0.0043, -0.0053
Si, -0.0311, -0.0166, -0.0054
Si, -0.0033, -0.014, -0.0222
Si, 0.002, -0.013, -0.043
Si, 0.0049, -0.0061, 0.0027
O, 0.0322, -0.0278, 0.0252
O, 0.0043, 0.0335, 0.0681
O, -0.0348, -0.0132, 0.0698
O, 0.0162, 0.0204, 0.0611
O, -0.0002, 0.0214, 0.0387
O, -0.0479, 0.0242, 0.0307
O, 0.0197, -0.0437, 0.0738
O, 0.0152, -0.0173, 0.08
O, 0.0409, 0.0002, -0.067
O, 0.0009, 0.0617, -0.0878
O, -0.0147, -0.0334, -0.0731
O, 0.0067, 0.0456, -0.0509
O, 0.0387, -0.0102, -0.0442
O, -0.0033, -0.0251, -0.053
O, -0.0253, -0.0065, -0.0612
O, -0.0134, -0.0465, -0.0588
Si, -0.0035, -0.0036, 0.0354
Si, -0.0136, 0.0017, -0.0051
Si, -0.0004, 0.001, -0.0341
Si, 0.0047, -0.0146, 0.0559
Si, -0.0109, -0.0025, -0.0126
Si, -0.0057, -0.008, -0.034
Si, -0.0022, 0.0157, 0.0551
Si, -0.018, -0.0097, 0.001
Si, -0.0217, 0.004, -0.0011
Si, 0.011, -0.0128, -0.0252
Si, 0.006, 0.0151, -0.0136
Si, 0.0015, -0.0042, -0.0347
Si, -0.0051, 0.0265, -0.0031
Si, -0.0091, -0.004, -0.0049
Si, 0.0077, 0.0039, 0.014
Si, -0.0046, -0.0129, -0.0406
Si, 0.0224, -0.011, 0.0485
Si, 0.0111, -0.027, 0.029
Si, -0.0096, -0.0516, -0.0101
Si, -0.0084, -0.0251, -0.0129
Si, -0.0064, -0.0149, 0.0109
Si, -0.0043, 0.0168, -0.0258
Si, -0.0069, 0.0285, -0.0104
Si, -0.0043, 0.0098, -0.0394
Si, 0.007, 0.0143, 0.0003
Si, -0.0077, 0.0148, -0.0172
Si, 0.011, -0.0134, 0.0632
Si, 0.0021, 0.0156, 0.0222
Si, -0.0051, -0.004, 0.0582
Si, 0.0055, -0.0034, -0.0422
Si, 0.0127, -0.0033, -0.077
Si, 0.028, 0.0234, 0.0029
Si, 0.011, -0.0098, -0.0415
Si, -0.0039, -0.0105, 0.0035
Si, 0.0048, -0.0139, -0.0005
Si, 0.016, 0.0052, 0.0085
O, 0.0311, 0.025, -0.0195
O, -0.0044, 0.0019, -0.0076
O, -0.0169, -0.0088, 0.0184
O, -0.0094, -0.0011, 0.0015
O, 0.0195, 0.0087, -0.039
O, 0.0286, -0.0021, -0.0101
O, 0.0029, 0.0361, 0.007
O, -0.0058, 0.0447, 0.0224
O, 0.0416, -0.0038, 0.0385
O, 0.0336, -0.0317, 0.0486
O, -0.0395, -0.0013, 0.0074
O, 0.0318, 0.0098, -0.0047
O, 0.0164, 0.0064, 0.0112
O, 0.0756, 0.0152, -0.0241
O, 0.0053, 0.0536, -0.0534
O, 0.0044, 0.0356, 0.0646
O, 0, -0.0182, -0.0415
O, 0.017, 0.0398, 0.0012
O, 0.0028, -0.0073, -0.019
O, 0.0079, -0.0045, -0.0102
O, 0.0118, 0.0059, -0.0244
O, 0.0296, 0.026, -0.0047
O, 0.0026, -0.0539, 0.0511
O, 0.0154, 0.014, -0.0431
O, -0.0081, 0.0405, -0.0105
O, 0.0221, 0.0276, -0.0135
O, -0.0196, -0.035, 0.0052
O, -0.004, -0.0193, -0.0069
O, -0.0754, 0.0109, 0.02
O, -0.0335, 0.0504, 0.0012
O, 0.0108, 0.0359, -0.0173
O, -0.0002, -0.0317, 0.0168
O, -0.0571, 0.0054, 0.0074
O, -0.005, 0.0065, 0.0215
O, 0.0139, 0.0012, 0.0461
O, -0.0216, -0.0355, -0.0241
O, -0.0136, 0.0072, 0.0403
O, 0.0591, 0.027, 0.0163
O, -0.0043, -0.0647, 0.0346
O, -0.0334, -0.0559, -0.0137
O, -0.0092, -0.0599, -0.0368
O, -0.0405, 0.0478, -0.0046
O, -0.0055, 0.026, -0.0244
O, -0.0144, -0.0395, -0.0245
O, -0.0039, -0.0456, -0.0138
O, 0.023, -0.0104, -0.0504
O, -0.0038, -0.0136, 0.0136
O, -0.0481, -0.0424, -0.0058
O, 0.0265, -0.0203, -0.0398
O, -0.0069, -0.0466, 0.0175
O, 0.0044, 0.0627, 0.0047
O, 0.0111, -0.0029, 0.0762
O, 0.0196, -0.0353, 0.0186
O, -0.0275, 0.0136, -0.0107
O, -0.0093, -0.0199, -0.0156
O, -0.0131, 0.0079, 0.0065
O, -0.0158, 0.0061, -0.0259
O, 0.0135, 0.0431, -0.0025
O, 0.0034, -0.0155, 0.0089
O, 0.0328, 0.0308, 0.0185
O, -0.0039, -0.0086, 0.0591
O, -0.0222, -0.0124, -0.0134
O, -0.0101, 0.0518, -0.0093
O, -0.0288, -0.0233, 0.0145

The program warned: the cutoff lies below the one the program advises for these potential files; the forces do not sum to zero within the program's tolerance; empty levels may hold ghost states of the PAW files; the exchange-correlation potential is rough where the density is thin.
